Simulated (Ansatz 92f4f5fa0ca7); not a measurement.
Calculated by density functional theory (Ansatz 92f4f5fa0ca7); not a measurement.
Periodic cell of 122 atoms, Si78O44, from a study of silicon, its oxide and their interface. The atomic structure is a simulated model.

Settings
functional: r2SCAN
potential files: Ansatz norm-conserving
basis: plane waves
wave-function cutoff: 1300 eV
density cutoff ratio: 4
exchange-correlation grid ratio: 1
k mesh: 2 x 2 x 1, shifted by 0.5 0.5 0.5 of a step
self-consistency stop: 5e-08 eV per atom in the density residual
occupations: Fermi-Dirac, 0.05 eV
spin: none
net charge: 0

Cell vectors (angstrom)
a	10.9176	-0.0709	0.0493
b	-0.0709	10.9694	0.0243
c	0.0823	0.0406	18.2406

Atoms: element, x, y, z (angstrom)
Si	-0.698	-0.6106	-0.5701
Si	2.3375	2.2164	0.2785
Si	0.6969	3.8192	-0.3985
Si	2.0796	6.6786	-0.9653
Si	5.0473	-1.0455	-0.5435
Si	7.6344	2.625	-0.4637
Si	4.8286	5.3986	-0.2334
Si	7.7466	8.3432	-0.8199
Si	1.2935	1.0088	1.8523
Si	3.8819	3.7208	1.1712
Si	2.2233	7.3983	2.1716
Si	3.8528	9.2124	1.7205
Si	6.747	1.2985	1.1117
Si	9.9974	3.8793	1.533
Si	7.2775	7.0552	1.1741
Si	10.366	10.4643	1.886
Si	0.4553	2.6666	3.0376
Si	2.9506	-0.115	2.9685
Si	0.4132	8.614	2.8642
Si	3.2999	5.3135	2.8239
Si	5.5733	2.9152	2.4786
Si	8.1539	-0.0786	2.7727
Si	5.9807	8.4843	2.4011
Si	8.5382	5.7105	2.7522
Si	1.7517	4.0645	4.4673
Si	4.7207	1.2049	3.9861
Si	1.272	10.0965	4.5956
Si	5.1132	6.5843	3.4597
Si	6.656	4.7516	3.8924
Si	9.4521	1.384	4.1448
Si	6.6974	9.8281	4.3024
Si	9.9295	6.924	4.3692
Si	-0.3742	0.0349	5.5561
Si	3.2249	2.3504	5.271
Si	0.1248	5.2564	5.6638
Si	2.4376	8.2363	5.7153
Si	5.4683	-0.0435	5.7598
Si	7.8202	2.9363	5.3518
Si	5.0644	5.8052	5.8508
Si	8.3417	8.2188	5.4986
Si	1.764	0.9515	6.7547
Si	4.8114	3.6566	6.8279
Si	1.6646	6.3359	6.7355
Si	4.5156	9.0495	6.8718
Si	6.3486	2.015	6.9294
Si	9.3726	3.6963	6.5229
Si	6.3438	7.3939	6.6545
Si	9.6262	9.4194	7.0374
Si	-0.4525	2.8462	8.1622
Si	2.2723	-1.8292	8.198
Si	-0.2769	7.9609	8.3859
Si	2.8401	5.0763	8.4403
Si	4.9745	3.8031	9.0692
Si	7.3683	-0.3817	7.6197
Si	5.3219	7.57	8.9808
Si	6.887	4.4254	10.0899
Si	0.8576	4.2949	9.6944
Si	2.806	1.8482	13.1172
Si	2.2614	8.1151	10.4089
Si	3.7378	6.3597	10.1306
Si	7.3523	5.9185	8.5528
Si	8.0689	1.7692	9.5844
Si	6.768	9.1882	9.5286
Si	8.7641	8.2119	9.5988
Si	3.3618	0.6218	16.052
Si	-0.9948	0.9132	13.0594
Si	4.6199	2.4984	11.8538
Si	12.1953	9.9846	12.7789
Si	-0.8147	1.9147	16.0126
Si	7.0379	11.502	11.4835
Si	5.6026	4.5175	12.1153
Si	6.9935	4.6775	13.8906
Si	11.8282	14.3031	12.5897
Si	12.3425	-1.9318	15.7638
Si	-0.5648	6.6903	11.2395
Si	6.7658	4.5922	16.8079
Si	8.4944	-4.4555	15.3897
Si	9.9049	5.5684	13.2867
O	1.2037	5.3973	-1.0095
O	2.1219	-0.5659	-2.2432
O	3.368	1.7773	-1.0599
O	-1.0093	1.0908	-3.6173
O	1.6242	7.2841	0.5183
O	-0.4756	0.7753	-1.0731
O	5.7115	11.197	0.2431
O	3.5984	6.2028	-0.9804
O	5.9192	6.0035	0.7388
O	6.064	-2.2954	-1.0397
O	10.8513	-1.6886	-1.677
O	15.5153	-0.5457	-1.9776
O	8.3835	8.0852	-2.3582
O	6.2749	-1.0237	-7.308
O	8.5736	9.7354	-0.7121
O	1.1344	-1.6951	14.06
O	-5.237	1.419	11.747
O	1.8651	11.5052	12.7217
O	4.2025	2.5955	10.2245
O	9.6198	17.5277	14.553
O	-2.9779	3.2112	10.1737
O	0.95	13.5068	7.3605
O	8.2347	5.4324	16.8294
O	9.5374	1.4106	8.9006
O	0.5844	5.0059	13.2604
O	8.3775	4.8229	7.5193
O	13.084	9.4126	11.5324
O	8.7825	7.3802	11.0471
O	13.1644	10.8845	8.0108
O	-2.7302	0.665	12.5846
O	-2.3939	4.7142	13.199
O	2.1376	7.6507	15.9558
O	-0.3467	5.3227	10.3055
O	4.2954	5.7636	11.6976
O	11.1345	-7.8687	16.4327
O	11.7584	7.275	11.1029
O	7.0558	6.2315	14.5811
O	1.7307	3.5821	10.9955
O	3.3461	12.6973	14.8197
O	8.8072	2.9003	19.1458
O	6.6284	3.8116	15.4302
O	10.616	10.5947	12.3936
O	10.5475	2.3054	12.3733
O	8.5316	2.1842	16.5736

Results
free energy: -29570.901 eV
free energy less fixed offsets of O -463.61, Si -117.95 eV per atom: 28.039 eV
pressure: -2.78 GPa
stress xx, yy, zz, yz, xz, xy (GPa, positive in tension): 3.77, 2.19, 2.4, -2, -1.23, -0.66

Forces (eV/angstrom), in the order of the atoms: element, x, y, z
Si	-2.4884	-6.4676	1.346
Si	1.3785	1.3732	-2.1868
Si	-0.1064	2.2163	-1.7711
Si	0.188	0.4709	2.4799
Si	1.5588	-0.2983	0.143
Si	-0.3914	1.8167	4.4413
Si	-0.9765	-1.3738	-2.3188
Si	-1.8278	2.1844	-1.6054
Si	0.7711	-0.902	-0.1735
Si	-0.2845	0.6381	0.2521
Si	0.1887	0.0517	-3.1137
Si	0.0717	-1.0612	-1.3746
Si	-0.3209	-1.6134	-0.0323
Si	-1.488	-0.6138	-0.7812
Si	-0.5345	-1.189	-0.9041
Si	-0.8657	-1.8445	-1.2565
Si	-1.8498	1.5244	1.0062
Si	0.6893	0.6217	1.2131
Si	-0.8393	-0.304	2.0624
Si	-1.7502	-0.0447	0.4541
Si	0.9439	-0.6358	0.8373
Si	0.9088	1.6716	-1.0887
Si	-0.719	0.9617	1.9518
Si	1.0856	-0.491	-0.4058
Si	0.826	-0.2906	-1.3997
Si	-1.2214	0.8832	-1.417
Si	1.8541	-2.7668	-1.3552
Si	-0.316	-1.3043	1.8119
Si	0.3852	-1.6058	-0.5957
Si	-0.5136	1.2584	0.067
Si	2.0323	-2.4333	-0.9597
Si	-0.134	-0.1088	-1.5419
Si	0.6219	1.6179	1.2144
Si	-0.5678	0.7391	2.0573
Si	-1.4103	-0.5718	-1.5533
Si	0.7554	1.3485	0.9271
Si	0.6122	0.5065	1.2854
Si	-1.4453	-1.4604	-3.0476
Si	-0.7273	-0.7204	-1.4008
Si	-1.1789	0.7834	0.0197
Si	-1.8628	2.911	-0.1646
Si	-1.4998	-0.1141	-1.6311
Si	1.0661	0.7374	2.5472
Si	-0.3784	-1.0118	0.2834
Si	1.3329	-1.6855	0.549
Si	-0.0074	4.1555	2.6035
Si	0.8144	0.8284	0.8376
Si	-1.9015	0.0882	0.3453
Si	2.4993	-1.7355	1.1676
Si	-0.7537	1.4329	-1.3274
Si	1.6714	0.7294	-1.4119
Si	-1.5129	0.3233	0.2709
Si	-2.562	-1.8329	1.7103
Si	0.5793	-0.2422	-0.2189
Si	0.0083	-0.3923	-1.0224
Si	-0.232	-0.3788	1.6997
Si	-0.4401	0.1297	0.4338
Si	-0.7123	0.5744	2.9597
Si	-1.8117	1.2417	2.2991
Si	1.0495	-0.1919	2.2992
Si	3.0538	0.9412	-2.5923
Si	0.3103	-5.451	-2.0201
Si	-0.8741	2.2846	1.1199
Si	-0.2063	-2.0462	0.1337
Si	1.9282	0.5858	-1.028
Si	-1.375	1.2908	-4.421
Si	-1.4591	0.3317	-2.3533
Si	-1.9556	0.1932	-2.1759
Si	-1.7724	0.374	3.6323
Si	-2.5558	-1.18	-1.7856
Si	-2.0947	2.5943	-1.8806
Si	0.2651	1.2703	3.3927
Si	0.2441	0.2627	0.4795
Si	-1.825	-0.7407	-1.5893
Si	-3.2003	-1.8163	0.3948
Si	0.1915	-0.4446	1.9469
Si	-2.6267	2.143	3.8379
Si	2.2438	-0.2517	-1.8481
O	-2.2782	-4.5253	-0.0398
O	1.378	2.4281	0.707
O	-2.0285	-1.3919	1.8051
O	0.4491	0.3706	0.4666
O	0.973	0.3128	-0.4101
O	0.9336	5.3737	-2.4809
O	-0.2076	-0.5474	0.521
O	2.7176	-0.2985	0.9855
O	2.3548	2.5508	1.7691
O	1.7671	0.5545	1.1584
O	1.9613	-1.2779	0.0969
O	-1.4781	1.4044	0.659
O	-1.7992	-3.3609	1.5216
O	2.1313	1.5589	0.0387
O	0.1005	1.1241	1.9538
O	0.5732	-1.1385	1.3489
O	3.674	-2.43	0.7791
O	2.5648	2.5359	1.544
O	0.9535	1.8776	-1.4922
O	2.3752	-1.042	-0.4254
O	0.0011	3.9569	1.3248
O	-0.091	-2.8927	0.575
O	0.1537	2.1738	-2.6467
O	0.4511	2.175	0.0206
O	-1.5352	-3.4291	-0.7844
O	-1.0284	1.1724	1.0265
O	-0.3	-2.111	-0.5233
O	2.8859	-0.3859	0.059
O	-0.2135	-1.8311	0.5424
O	2.9048	0.502	1.2738
O	0.3366	-1.165	0.5086
O	-1.8882	2.5297	0.1303
O	0.3865	-0.5828	-0.4598
O	1.3183	-1.2305	-0.8506
O	-0.4752	-0.2415	-0.6504
O	2.4347	2.2906	-0.575
O	-0.0671	-1.0959	-0.5348
O	-2.7195	0.9577	0.3855
O	-1.2138	-1.8347	-2.369
O	1.19	1.3083	-0.2635
O	0.2788	0.4212	-5.667
O	0.0868	-1.1318	0.9732
O	-0.278	-0.6357	1.3753
O	3.7141	-1.4718	-4.131
